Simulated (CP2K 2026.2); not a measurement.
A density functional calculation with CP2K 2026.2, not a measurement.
Periodic cell of 504 atoms, Si360O144, from a study of silicon, its oxide and their interface. The atomic structure is a simulated model.
Doubt: the forces sum to 1.66 eV/angstrom along one axis rather than to zero, so they err by at least 0.0033 eV/angstrom per atom on average; the grid cutoff is modest.

Settings: functional PBE; method Gaussian and plane waves; basis set DZVP-MOLOPT-SR-GTH; pseudopotentials GTH-PBE; grid cutoff 350 Ry, relative cutoff 50 Ry; k points Gamma only; occupations fixed; spin none; net charge 0.

Cell vectors (angstrom)
a	16.32	0	0
b	0	16.32	0
c	3.0315	-7.0517	33.5141

Atoms and the computed forces on them: element, x, y, z (angstrom), force x, y, z (eV/angstrom)
Si	4.628	7.703	33.463	-0.182	0.133	0.803
Si	4.354	1.237	0.151	-0.458	0.276	0.702
Si	1.133	3.89	0.25	0.248	0.297	0.679
Si	4.447	6.528	0.047	-0.271	0.235	0.672
Si	4.211	2.738	33.465	0.142	-0.227	0.725
Si	3.852	12.56	0.04	0.129	-0.148	0.818
Si	6.5	15.234	0.067	0.402	-0.347	0.708
Si	9.757	1.128	0.143	-0.102	0.133	0.816
Si	6.657	4.254	0.122	0.163	-0.199	0.674
Si	9.179	7.063	0.244	0.368	-0.339	0.658
Si	6.987	9.373	0.365	-0.103	0.187	0.756
Si	12.667	5.24	33.403	0.059	-0.272	0.619
Si	11.967	15.207	0.022	0.215	-0.137	0.666
Si	14.775	1.648	0.237	-0.079	-0.188	0.669
Si	15.544	-3.274	33.42	-0.248	0.252	0.715
Si	17.786	0.002	33.477	0.328	-0.385	0.765
Si	12.452	9.216	0.125	-0.21	0.249	0.806
Si	18.153	4.851	33.367	-0.118	0.329	0.697
Si	2.68	0.043	1.309	0.025	0.002	-0.053
Si	5.47	2.767	1.483	0.022	-0.024	-0.009
Si	2.715	5.393	1.3	-0.037	-0.021	-0.133
Si	5.37	8.157	1.473	-0.005	-0.033	-0.005
Si	2.71	10.929	1.311	0.008	0.04	-0.075
Si	5.423	13.638	1.399	-0.022	0.044	-0.031
Si	8.16	-0.034	1.367	-0.055	-0.047	-0.033
Si	10.957	2.71	1.362	0.012	0.031	-0.071
Si	8.196	5.364	1.467	-0.033	0.023	-0.01
Si	10.859	8.149	1.451	0.017	-0.02	-0.007
Si	8.315	10.945	1.394	0.051	0.042	-0.025
Si	10.966	13.551	1.339	-0.028	0.046	-0.055
Si	13.567	-0.003	1.347	-0.012	-0.002	-0.018
Si	16.177	2.724	1.721	-0.012	-0.078	0.006
Si	13.594	5.422	1.242	0.003	0.03	-0.075
Si	16.39	8.152	1.261	-0.024	0.009	-0.057
Si	13.612	10.856	1.325	0.002	-0.043	-0.049
Si	16.266	13.575	1.169	-0.007	-0.035	-0.045
Si	1.351	1.307	2.789	0.053	-0.008	0.037
Si	4.035	4.088	2.771	0.01	-0.003	-0.001
Si	1.389	6.793	2.665	-0.011	0.017	-0.008
Si	4.003	9.549	2.732	0.001	0.038	-0.014
Si	1.304	12.267	2.654	-0.008	-0.004	0.043
Si	4.046	15.018	2.735	0.009	-0.002	0.048
Si	6.854	1.363	2.765	-0.001	-0.003	0.013
Si	9.596	4.036	2.759	0.002	-0.042	0.007
Si	6.783	6.768	2.788	0.036	0.026	0.031
Si	9.581	9.57	2.805	-0.015	-0.007	0.033
Si	6.83	12.257	2.694	-0.008	-0.019	0.002
Si	9.518	14.888	2.694	0.03	0.025	0.033
Si	12.263	1.356	2.769	-0.025	0.004	0.022
Si	14.847	4.197	2.849	-0.05	0.064	0.05
Si	12.239	6.728	2.702	0.026	-0.007	0.046
Si	15.001	9.491	2.67	0.025	-0.006	0.066
Si	12.307	12.227	2.714	-0.004	-0.042	0.014
Si	14.967	14.929	2.626	0.025	-0.012	-0.017
Si	16.303	-0.069	4.079	-0.045	0.021	0.002
Si	2.705	2.7	4.116	0.013	0.016	0.021
Si	16.323	5.506	4.099	0.013	-0.003	-0.008
Si	2.68	8.168	4.083	-0.008	-0.02	0.011
Si	16.316	10.878	4.052	0.015	0.013	-0.024
Si	2.685	13.611	4.049	-0.014	-0.004	-0.033
Si	5.443	0.022	4.099	-0.02	-0.017	-0.039
Si	8.205	2.706	4.121	-0.01	0.009	-0.007
Si	5.416	5.428	4.135	-0.004	0.003	-0.014
Si	8.162	8.176	4.097	0.006	-0.027	-0.031
Si	5.443	10.886	4.042	0.023	-0.015	-0.006
Si	8.159	13.589	4.097	0.013	0.025	-0.009
Si	10.865	-0.029	4.066	0.014	-0.022	-0.023
Si	13.56	2.739	4.158	0.009	-0.034	-0.013
Si	10.904	5.418	4.12	0.016	0.018	0.015
Si	13.618	8.135	4.038	-0.004	0.002	-0.06
Si	10.945	10.908	4.125	-0.007	0.012	0.011
Si	13.641	13.602	4.057	-0.005	0.014	0.014
Si	17.684	-1.339	16.381	0.005	-0.004	0.009
Si	4.073	1.361	16.396	-0.019	0.003	0.012
Si	17.709	4.063	16.309	-0.005	0.016	-0.003
Si	4.09	6.802	16.263	-0.001	-0.003	-0.014
Si	17.688	9.539	16.3	0.002	0.006	0.013
Si	4.072	12.27	16.326	0.008	-0.015	0.005
Si	6.788	-1.333	16.355	0.003	-0.01	0.011
Si	9.493	1.365	16.316	0.002	0.003	0.008
Si	6.813	4.046	16.344	0.003	0.01	0.017
Si	9.505	6.735	16.29	-0.005	-0.027	-0.011
Si	6.781	9.528	16.272	0.001	0.002	0.005
Si	9.517	12.3	16.279	-0.017	0.003	-0.015
Si	12.233	-1.346	16.298	0.004	-0.007	-0.003
Si	14.936	1.324	16.333	-0.007	-0.006	0.003
Si	12.224	4.047	16.339	-0.013	0.002	0.016
Si	14.965	6.786	16.282	0.003	-0.002	-0.004
Si	12.275	9.52	16.264	0.026	0.01	0.011
Si	14.989	12.271	16.288	-0.002	0.01	-0.001
Si	2.721	0.002	17.797	-0.013	-0.005	-0.008
Si	5.463	2.711	17.745	-0.004	-0.011	0.038
Si	2.745	5.465	17.633	-0.001	-0.027	0.015
Si	5.447	8.139	17.626	-0.012	0.031	0.006
Si	2.719	10.905	17.673	-0.015	0.003	0.041
Si	5.393	-2.667	17.711	0.018	0.017	0.013
Si	8.167	0.019	17.716	-0.015	0.022	0.011
Si	10.814	2.714	17.708	0.019	-0.011	-0.015
Si	8.166	5.393	17.726	0.024	-0.012	0.018
Si	10.931	8.086	17.543	-0.003	-0.018	0.026
Si	8.109	10.959	17.571	-0.001	0.004	0
Si	10.882	-2.682	17.666	-0.037	0.026	0.017
Si	13.524	0.009	17.711	0.01	0.022	0.028
Si	16.379	2.64	17.632	0.011	0.017	-0.032
Si	13.643	5.395	17.648	-0.007	0.008	0.013
Si	16.309	8.169	17.623	0.008	-0.027	0.014
Si	13.631	10.911	17.614	-0.014	-0.015	0.016
Si	16.294	-2.693	17.713	-0.009	0.008	0.043
Si	17.662	1.367	19.149	-0.006	-0.01	0.013
Si	4.114	4.162	19.032	0.016	0.021	-0.044
Si	17.677	6.813	18.961	-0.012	0.01	-0.037
Si	4.102	9.502	18.972	-0.007	-0.002	-0.024
Si	17.68	12.267	19.058	-0.01	0.001	-0.04
Si	4.078	-1.348	19.192	0.014	-0.029	0.045
Si	6.806	1.317	19.139	0.005	0.004	-0.002
Si	9.502	4.035	19.157	-0.021	-0.01	0.015
Si	6.787	6.791	19.017	-0.017	-0.005	-0.025
Si	9.539	9.53	18.713	-0.012	0.018	-0.073
Si	6.769	12.295	19.016	0.009	-0.013	-0.012
Si	9.555	-1.315	19.073	0.037	0.007	0.009
Si	12.107	1.339	19.091	-0.04	-0.039	-0.022
Si	15.029	3.969	18.943	-0.01	0.013	0.003
Si	12.27	6.753	18.979	0.002	-0.016	-0.018
Si	14.965	9.545	18.972	0.031	-0.006	-0.01
Si	12.271	12.265	18.963	0.011	0.01	-0.029
Si	14.884	-1.334	19.071	0.013	-0.035	-0.033
Si	16.217	0.022	20.495	-0.042	0.016	0.055
Si	2.787	2.782	20.391	-0.018	0.004	0.02
Si	16.405	5.33	20.263	0.057	-0.011	0.031
Si	2.692	8.193	20.321	-0.008	0.027	0.06
Si	16.309	10.86	20.37	0.011	0.029	0.055
Si	2.672	-2.711	20.531	-0.047	-0.01	0.062
Si	5.505	-0.06	20.599	0.035	0.017	0.036
Si	8.113	2.689	20.567	0.011	0.018	0.064
Si	5.433	5.529	20.481	-0.027	0.005	0.062
Si	8.243	8.237	20.109	-0.002	-0.011	0.052
Si	5.431	10.872	20.337	0.008	-0.012	0.03
Si	8.197	-2.698	20.362	0.002	-0.008	0.002
Si	10.785	0.022	20.618	-0.01	0.022	0.079
Si	13.6	2.664	20.283	-0.006	-0.02	0.024
Si	10.95	5.394	20.431	0.039	-0.012	0.057
Si	13.617	8.184	20.297	-0.015	0.005	0.05
Si	10.897	10.787	20.094	0.036	-0.031	0.028
Si	13.505	-2.71	20.438	-0.001	0.049	0.032
Si	17.262	-1.622	21.779	0.32	0.105	-0.785
Si	4.371	1.689	21.715	0.017	-0.134	-0.755
Si	18.022	4.373	21.727	-0.215	-0.133	-0.692
Si	3.815	6.729	21.739	0.225	0.1	-0.688
Si	17.889	9.724	21.698	-0.233	-0.13	-0.789
Si	3.819	-4.4	21.71	0.123	0.13	-0.836
Si	7.087	-1.336	21.923	-0.162	0.003	-0.677
Si	9.143	1.111	22.036	0.211	0.134	-0.731
Si	6.544	3.945	21.816	0.211	0.125	-0.766
Si	9.799	7.148	21.428	0.056	-0.18	-0.743
Si	7.174	9.782	21.477	-0.234	-0.127	-0.714
Si	9.423	-4.375	21.412	-0.005	0.228	-0.725
Si	12.34	-1.228	21.9	-0.214	-0.159	-0.736
Si	14.519	1.083	21.779	0.218	0.087	-0.789
Si	12.689	4.318	21.654	-0.473	-0.23	-0.696
Si	14.862	6.574	21.424	0.121	0.233	-0.713
Si	11.969	9.311	21.542	0.263	0.047	-0.734
Si	15.101	-3.913	21.637	-0.157	-0.215	-0.775
Si	10.608	8.905	27.141	-0.008	0.062	-0.059
Si	16.293	8.405	30.894	-0.097	0.015	0.035
Si	12.641	7.823	29.177	0.061	0.102	-0.005
Si	2.856	9.285	31.494	-0.008	-0.011	0.034
Si	10.899	-4.92	28.491	0.034	-0.102	0.015
Si	18.432	8.853	26.534	0.042	0.125	0.119
Si	4.236	7.955	24.663	0.074	-0.077	-0.059
Si	8.907	-2.683	28.326	-0.07	0.033	-0.015
Si	18.741	2.56	28.843	-0.032	0.034	-0.052
Si	14.069	-2.981	30.626	0.091	-0.082	0.034
Si	16.395	-5.603	27.517	0.118	-0.034	0.027
Si	13.629	3.152	31.381	-0.102	0.033	-0.07
Si	10.687	-3.003	23.91	0.136	0.064	0.068
Si	2.73	-5.7	28.772	-0.109	0.01	-0.018
Si	14.117	3.144	23.942	-0.12	-0.012	-0.293
Si	5.625	6.027	26.722	0.094	-0.033	0.021
Si	14.255	-1.005	28.16	-0.011	0.166	0.111
Si	9.684	3.026	24.563	0.08	-0.096	-0.108
Si	17.499	4.829	30.294	0.114	0.001	0.01
Si	17.891	-1.023	24.786	-0.054	-0.052	0.037
Si	9.698	0.155	29.305	0.137	0.042	0.113
Si	11.976	-5.173	25.889	-0.145	-0.003	-0.021
Si	4.792	2.621	30.445	-0.088	0.134	0.081
Si	8.943	-1.461	25.692	-0.055	0.075	0.001
Si	3.758	4.962	28.949	0.034	0.036	-0.003
Si	6.017	-4.111	31.817	-0.018	-0.036	0.013
Si	8.9	4.191	31.576	0.004	0.174	0.229
Si	13.802	10.525	23.692	-0.02	0.012	-0.102
Si	2.727	-2.643	28.549	-0.023	-0.046	0.044
Si	11.931	0.793	31.134	-0.073	0.024	0.14
Si	3.885	0.567	24.453	0.034	0.096	0.057
Si	6.573	9.799	24.392	0.103	0.115	-0.02
Si	13.555	1.73	28.838	0.173	0.093	0.097
Si	16.525	-2.634	26.901	0.061	0.02	0.018
Si	6.075	-1.145	31.268	0.117	-0.008	-0.097
Si	18.025	1.6	26.121	0.157	0.028	-0.057
Si	14.483	-6.03	29.658	-0.019	-0.063	0.046
Si	12.297	2.215	26.15	-0.121	0.059	-0.014
Si	8.029	7.616	26.025	-0.034	0.099	-0.136
Si	7.657	2.465	29.284	-0.031	0.024	0.099
Si	16.025	8.273	23.683	0.115	0.056	-0.111
Si	8.468	5.506	23.679	-0.041	-0.058	-0.016
Si	15.387	6.435	28.847	-0.026	0.028	0.03
Si	6.321	-3.146	29.234	-0.035	0.041	0.212
Si	5.067	-2.168	26.778	-0.092	-0.053	-0.045
Si	7.1	3.24	26.461	-0.004	0.11	-0.092
Si	6.46	0.319	25.796	0.139	-0.036	-0.033
Si	11.493	-4.072	31.443	-0.069	0.061	0.189
Si	11.542	-0.375	26.992	0.036	0.006	0.077
Si	16.839	4.059	24.582	-0.043	0.029	-0.084
Si	10.793	6.642	31.492	0.025	-0.049	-0.009
Si	16.797	6.617	26.206	0.018	-0.069	0.019
Si	3.132	-1.367	31.473	-0.113	-0.065	0.008
Si	5.785	-3.495	23.978	0.196	-0.102	-0.137
Si	1.345	14.93	5.455	0.021	0.009	0.006
Si	4.087	1.368	5.469	0.013	-0.02	0.003
Si	1.339	4.088	5.439	0.009	-0.001	-0.003
Si	4.059	6.816	5.451	-0.005	0.026	0.007
Si	1.343	9.534	5.443	-0.02	-0.014	-0.004
Si	4.072	12.249	5.399	0	0.006	-0.015
Si	6.797	14.959	5.443	-0.008	0.025	0.008
Si	9.535	1.328	5.469	-0.008	-0.004	-0.011
Si	6.81	4.069	5.458	0.002	-0.014	-0.007
Si	9.529	6.805	5.444	0	-0.002	-0.017
Si	6.787	9.532	5.436	-0.007	-0.001	0.001
Si	9.535	12.244	5.454	-0.009	-0.011	-0.009
Si	12.251	14.949	5.419	0.018	0.011	-0.011
Si	14.966	1.346	5.433	0	-0.005	0.003
Si	12.217	4.071	5.522	-0.004	0.01	-0.003
Si	14.967	6.835	5.463	-0.01	0.001	0.003
Si	12.28	9.501	5.437	0.021	-0.006	0.005
Si	14.969	12.229	5.432	0.006	0.001	-0.011
Si	2.712	-0.008	6.797	0.003	0.011	-0.002
Si	5.449	2.72	6.824	-0.006	-0.008	0
Si	2.706	5.443	6.804	0.001	-0.001	-0.011
Si	5.431	8.171	6.801	0.016	0.004	0.009
Si	2.729	10.886	6.783	-0.005	-0.014	-0.003
Si	5.428	13.595	6.786	0.005	0.007	-0.005
Si	8.155	-0.013	6.816	-0.008	0.001	0.006
Si	10.864	2.698	6.847	0.016	0.007	0.008
Si	8.164	5.446	6.805	-0.006	0.009	-0.003
Si	10.896	8.16	6.799	-0.001	0.003	-0.009
Si	8.161	10.881	6.798	0.009	-0.007	-0.004
Si	10.893	13.604	6.803	-0.017	0.005	0.005
Si	13.599	-0.006	6.793	-0.011	0.003	-0.008
Si	16.317	2.713	6.799	0.004	-0.01	-0.001
Si	13.614	5.449	6.819	0.001	-0.01	-0.006
Si	16.316	8.185	6.825	-0.017	0.022	0.007
Si	13.614	10.874	6.803	0.009	-0.011	0.002
Si	16.315	13.579	6.813	0	-0.01	0.007
Si	1.361	1.357	8.158	0.002	0.017	-0.001
Si	4.076	4.086	8.163	0.004	0.01	-0.002
Si	1.354	6.805	8.167	-0.003	-0.007	0.007
Si	4.078	9.53	8.159	0.003	0.001	0.002
Si	1.369	12.232	8.161	-0.002	0.008	0.006
Si	4.076	-1.364	8.153	-0.004	-0.001	-0.005
Si	6.8	1.352	8.175	0.001	0.006	0.009
Si	9.508	4.081	8.177	-0.012	-0.021	0.004
Si	6.797	6.807	8.157	-0.001	0.002	-0.007
Si	9.525	9.519	8.155	-0.009	-0.002	-0.003
Si	6.796	12.243	8.152	0.002	-0.014	-0.006
Si	9.524	-1.367	8.167	0.017	0.006	-0.003
Si	12.247	1.345	8.176	0.002	0.003	0.003
Si	14.965	4.074	8.167	-0.003	-0.003	0.005
Si	12.246	6.803	8.17	0.002	0.002	-0.002
Si	14.961	9.532	8.184	0.01	0.006	0.007
Si	12.244	12.234	8.158	-0.001	-0.012	-0.004
Si	14.956	-1.366	8.158	0.006	0.003	0.002
Si	16.318	-0.002	9.516	-0.001	0.008	0
Si	2.718	2.719	9.52	-0.004	-0.015	-0.004
Si	16.324	5.435	9.527	0.005	-0.006	-0.002
Si	2.723	8.164	9.519	0.004	0.006	0.002
Si	16.328	10.885	9.53	-0.01	-0.019	0.002
Si	2.72	13.602	9.517	0.008	-0.003	-0.005
Si	5.431	-0.007	9.521	0	-0.004	-0.001
Si	8.153	2.719	9.53	-0.001	0.017	0
Si	5.439	5.445	9.518	0.003	0.005	0.005
Si	8.161	8.163	9.516	0.007	-0.005	-0.001
Si	5.441	10.886	9.52	-0.001	0	0.003
Si	8.155	13.596	9.521	-0.007	0.002	0.001
Si	10.88	-0.01	9.529	-0.012	0.003	0.003
Si	13.605	2.715	9.525	0.009	0.001	0.003
Si	10.883	5.438	9.523	0.007	0.005	-0.007
Si	13.6	8.162	9.531	-0.004	0.011	-0.001
Si	10.879	10.88	9.52	-0.001	0.001	0.002
Si	13.598	13.597	9.52	-0.003	0.002	-0.001
Si	1.362	-1.356	10.877	0.003	-0.007	0
Si	4.072	1.355	10.88	0.005	0.012	0.001
Si	1.363	4.074	10.89	-0.001	0.011	0.004
Si	4.081	6.802	10.881	0.004	0	-0.002
Si	1.366	9.521	10.88	-0.006	0.007	-0.004
Si	4.084	12.252	10.877	-0.004	-0.001	0
Si	6.794	-1.361	10.88	0.001	0.007	0.001
Si	9.517	1.357	10.878	0.001	0.008	-0.004
Si	6.793	4.08	10.88	-0.001	-0.015	-0.004
Si	9.52	6.801	10.876	-0.013	0.002	-0.003
Si	6.801	9.523	10.879	0.009	0	0.002
Si	9.516	12.239	10.882	0.004	-0.012	-0.001
Si	12.241	-1.365	10.887	0	-0.005	-0.001
Si	14.966	1.357	10.884	-0.005	0.001	-0.002
Si	12.242	4.075	10.879	-0.007	-0.002	0.002
Si	14.96	6.794	10.883	-0.012	0.005	0.003
Si	12.238	9.521	10.885	0.001	-0.01	0
Si	14.963	12.246	10.879	0.023	0.002	-0.003
Si	2.715	0.001	12.25	-0.004	-0.002	-0.004
Si	5.436	2.714	12.234	-0.001	0.004	-0.002
Si	2.731	5.433	12.245	0.003	0.004	0.004
Si	5.441	8.161	12.239	-0.002	-0.002	0.003
Si	2.72	10.896	12.229	0.007	-0.008	-0.005
Si	5.431	13.612	12.249	-0.001	-0.008	-0.003
Si	8.146	0.009	12.235	0.006	-0.002	-0.005
Si	10.882	2.709	12.231	-0.004	0.005	-0.007
Si	8.162	5.436	12.232	0.01	0.009	-0.002
Si	10.878	8.157	12.241	0	0.007	-0.005
Si	8.156	10.882	12.246	-0.004	-0.002	0.005
Si	10.872	13.605	12.243	-0.009	-0.004	0.008
Si	13.603	-0.001	12.242	0.007	0.011	0.003
Si	16.324	2.712	12.252	-0.002	-0.006	-0.004
Si	13.601	5.43	12.242	0.01	-0.009	-0.003
Si	16.33	8.155	12.231	0.012	0.004	-0.006
Si	13.603	10.885	12.235	-0.009	-0.004	-0.004
Si	16.323	13.606	12.235	-0.018	-0.001	-0.004
Si	1.359	1.353	13.622	-0.001	0.009	0.007
Si	4.092	4.066	13.604	0.008	-0.022	-0.004
Si	1.365	6.794	13.593	-0.009	0.002	0.002
Si	4.074	9.534	13.58	-0.007	0.017	-0.006
Si	1.371	12.262	13.594	0.001	-0.011	-0.007
Si	4.076	-1.346	13.622	-0.001	0.006	0.001
Si	6.781	1.356	13.605	-0.008	0.02	-0.009
Si	9.516	4.06	13.582	0.006	-0.006	-0.013
Si	6.801	6.79	13.592	0.012	-0.004	-0.003
Si	9.52	9.518	13.602	0.002	-0.007	0.004
Si	6.794	12.254	13.6	0.009	-0.006	0.005
Si	9.509	-1.339	13.59	-0.016	0.006	-0.009
Si	12.239	1.357	13.598	-0.001	-0.007	-0.006
Si	14.956	4.067	13.608	-0.014	0.017	0.004
Si	12.234	6.786	13.595	-0.009	0.012	0.005
Si	14.978	9.526	13.578	-0.001	-0.008	-0.006
Si	12.241	12.246	13.593	0.011	-0.006	0
Si	14.969	-1.358	13.596	0.018	-0.012	-0.008
Si	16.318	-0.015	14.982	-0.018	-0.013	0.001
Si	2.744	2.7	14.972	0.003	0.016	-0.002
Si	16.336	5.421	14.951	0.004	-0.003	-0.005
Si	2.72	8.173	14.935	0.012	-0.004	-0.004
Si	16.335	10.895	14.936	0.002	0.002	0.002
Si	2.706	-2.694	14.982	-0.006	-0.004	-0.003
Si	5.425	0.018	14.997	0.012	0.003	0
Si	8.15	2.715	14.946	0.008	-0.011	-0.008
Si	5.464	5.415	14.96	-0.012	0.004	0.001
Si	8.159	8.145	14.951	0	0.011	0.011
Si	5.416	10.9	14.944	0.006	-0.011	0.005
Si	8.136	-2.676	14.949	0.015	-0.002	-0.003
Si	10.866	0.013	14.956	-0.005	0.003	-0.008
Si	13.594	2.704	14.972	0.012	0.004	-0.003
Si	10.88	5.397	14.944	-0.01	0.002	0
Si	13.621	8.155	14.915	0.002	-0.006	0.002
Si	10.879	10.893	14.95	-0.02	-0.003	0.014
Si	13.6	-2.707	14.947	0.006	0.003	-0.003
O	17.946	7.39	27.059	0.024	-0.209	0.54
O	17.472	-0.952	23.238	0.079	0.217	-0.051
O	5.431	2.824	22.289	-0.186	-0.152	0.393
O	12.196	-5.216	32.328	-0.113	0.044	-0.161
O	11.305	-3.907	25.11	-0.22	0.039	0.298
O	9.449	3.059	32.566	-0.108	-0.022	-0.137
O	18.76	5.656	29.628	-0.098	0.682	0.205
O	5.149	9.263	24.91	-0.349	0.389	0.247
O	5.8	-0.731	26.821	0.198	0.319	0.406
O	8.234	-2.268	26.905	-0.758	-0.031	-0.176
O	2.915	-2.004	30.018	-0.138	0.101	-0.091
O	12.754	0.672	29.764	-0.052	-0.464	-0.227
O	11.593	7.2	30.23	-0.226	0.049	-0.032
O	13.84	9.248	33.155	-0.053	0.023	-0.15
O	8.448	-6.972	33.366	0.092	-0.002	-0.437
O	11.724	6.426	32.804	-0.005	0.548	0.381
O	15	-2.811	31.949	0.072	0.328	-0.299
O	14.491	-4.508	23.022	0.04	0.261	0.64
O	3.127	9.607	27.556	0.481	-0.305	-0.004
O	10.312	-3.981	22.701	0.106	-0.401	0.15
O	17.559	3.777	23.166	0.145	-0.259	0.153
O	16.635	1.106	33.217	-0.098	-0.04	-0.413
O	17.299	9.05	23.06	0.212	0.016	0.299
O	12.764	3.613	23.144	-0.358	0.041	0.319
O	8.378	1.038	29.099	-0.234	-0.347	-0.363
O	4.043	8.364	32.084	0.087	0.101	-0.414
O	10.389	0.496	30.734	-0.348	0.036	0.476
O	9.652	1.832	23.44	0.324	-0.022	0.298
O	11.729	-1.898	23.284	-0.047	-0.089	0.487
O	8.46	3.406	30.278	0.026	0.065	-0.327
O	15.259	4.248	24.248	-0.005	0.521	-0.127
O	10.454	-1.221	26.196	0.169	-0.236	0.006
O	4.886	-4.387	32.925	-0.279	-0.51	0.142
O	3.554	1.817	29.744	-0.23	-0.639	0.046
O	17.146	2.828	25.571	-0.246	-0.018	0.189
O	6.616	-2.339	23.155	-0.09	0.087	0.214
O	9.722	4.475	23.818	0.499	0.227	-0.36
O	6.168	2.128	29.782	0.032	-0.339	-0.122
O	3.024	3.782	33.054	-0.046	-0.063	-0.271
O	18.05	1.61	27.747	-0.14	-0.288	0.125
O	7.021	-0.074	32.026	0.139	0.444	-0.414
O	9.337	-1.414	29.222	0.18	-0.022	0.521
O	7.874	-3.563	29.195	0.275	-0.517	0.167
O	14.861	1.941	23.131	0.187	-0.171	0.242
O	15.683	6.166	27.281	-0.41	-0.353	-0.131
O	10.047	5.251	31.164	0.079	-0.041	-0.301
O	17.133	9.83	26.379	-0.221	0.071	-0.355
O	15.264	-1.654	27.077	0.001	0.186	-0.502
O	12.481	10.12	22.855	-0.289	0.351	0.383
O	7.162	-5.17	32.164	0.312	0.053	-0.348
O	16.034	5.231	29.719	-0.334	-0.492	0.317
O	9.266	-2.321	24.36	-0.5	-0.065	-0.054
O	2.701	10.811	22.167	-0.099	-0.056	0.47
O	8.697	-1.566	33.256	0.257	0.212	-0.095
O	3.523	1.097	22.976	-0.492	0.133	-0.123
O	12.588	-0.261	32.183	0.495	-0.398	-0.347
O	12.198	-4.917	27.492	0.326	-0.012	0.081
O	13.471	-0.091	22.276	0.266	-0.139	0.506
O	3.223	-4.185	28.56	0.472	0.013	0.012
O	17.86	8.396	31.239	0.184	-0.593	0.217
O	8.185	6.354	25.015	0.056	-0.172	0.201
O	3.236	1.6	25.536	0.463	0.298	0.425
O	15.695	7.023	22.736	0.196	-0.214	0.108
O	6.24	-1.572	29.714	0.161	0.335	-0.32
O	13.407	10.876	25.208	0.533	-0.095	0.464
O	3.187	-2.478	32.648	-0.306	-0.022	0.102
O	6.15	4.545	26.251	-0.242	-0.173	-0.403
O	16.219	-2.83	22.102	-0.076	-0.078	0.455
O	12.724	-1.254	27.644	-0.314	-0.322	0.09
O	14.191	-4.467	29.96	-0.089	0.061	-0.065
O	7.978	-0.171	25.431	0.284	0.327	-0.221
O	11.86	8.083	27.778	0.253	-0.175	-0.247
O	17.429	-5.572	28.779	-0.278	0.158	0.542
O	16.194	7.677	25.154	-0.112	0.265	0.091
O	10.227	-3.464	32.243	-0.174	-0.223	-0.16
O	10.697	0.478	28.079	0.057	0.319	-0.318
O	18.27	-0.383	31.951	-0.214	0.308	-0.614
O	4.724	6.685	25.545	-0.347	-0.23	-0.012
O	16.721	-4.364	33.105	0.056	0.003	-0.416
O	16.127	7.745	29.434	0.19	0.335	-0.467
O	5.77	6.602	33.037	0.114	-0.083	-0.555
O	17.335	-2.341	25.523	0.208	-0.316	-0.188
O	6.419	-2.55	32.044	0.235	0.002	0.345
O	17.495	-2.454	28.183	-0.12	0.303	0.289
O	14.881	2.585	32.201	0.452	-0.112	-0.532
O	14.038	2.95	29.812	0.222	0.419	-0.236
O	8.269	10.913	21.914	-0.048	0.133	0.456
O	13.328	4.61	32.023	0.324	0.221	-0.364
O	7.693	3.35	27.943	0.377	0.485	0.094
O	4.566	-0.621	31.487	-0.1	0.741	0.259
O	5.724	-3.257	27.769	0.118	-0.573	-0.313
O	9.426	7.866	26.797	-0.011	-0.263	0.373
O	6.852	7.068	27.013	0.063	0.193	0.389
O	3.578	-1.922	27.374	-0.135	0.23	-0.078
O	3.193	-0.876	24.737	0.219	-0.405	-0.129
O	4.239	7.488	23.117	0	0.014	0.114
O	12.637	2.467	27.72	-0.343	0.615	0.271
O	14.788	9.278	23.678	-0.019	-0.029	0.188
O	5.216	-2.825	25.321	-0.255	-0.03	-0.031
O	8.106	-0.124	22.43	-0.04	-0.088	0.476
O	10.103	10.008	28.233	-0.333	0.068	0.41
O	17.37	5.377	25.352	0.33	0.005	0.114
O	15.551	7.595	32.096	0.23	-0.308	-0.189
O	17.705	3.261	29.889	-0.391	-0.408	0.336
O	10.952	1.037	33.502	-0.353	-0.258	-0.058
O	9.762	7.753	32.02	-0.184	0.236	-0.545
O	12.523	-2.874	31.109	-0.328	0.473	-0.202
O	8.84	6.621	22.607	-0.234	0.359	0.309
O	15.596	-6.459	30.771	0.338	0.324	0.134
O	3.167	3.76	28.014	0.018	0.002	-0.717
O	7.173	4.666	23.153	-0.093	-0.073	0.234
O	13.675	5.583	21.912	-0.024	0.143	0.329
O	7.619	4.931	32.223	-0.307	0.102	-0.249
O	4.597	4.217	30.143	0.274	0.163	0.529
O	5.493	0.372	24.489	0.278	0.001	-0.638
O	16.064	-4.172	26.867	-0.471	-0.045	-0.233
O	10.144	-3.609	27.971	0.295	0.346	-0.228
O	11.096	-4.793	30.067	-0.047	-0.386	0.16
O	18.772	-5.897	32.55	0.15	0.149	-0.123
O	7.678	9.053	25.329	0.232	0.214	-0.017
O	10.877	8.207	22.062	0	-0.1	0.289
O	4.718	5.909	28.072	0.214	0.369	0.146
O	4.869	2.318	32.031	0.222	-0.275	-0.136
O	14.438	-1.817	29.564	0.054	0.252	0.258
O	6.72	9.17	22.908	-0.007	-0.502	0.002
O	17.312	0.244	25.609	-0.652	-0.066	0.246
O	17.494	5.125	31.892	-0.226	0.082	-0.084
O	14.584	0.621	28.194	0.577	0.097	-0.3
O	2.79	8.507	25.117	-0.381	-0.062	-0.214
O	13.234	9.242	29.736	-0.277	0.032	0.356
O	15.029	10.13	28.134	-0.166	-0.093	-0.182
O	13.6	2.712	25.384	0.365	0.267	0.41
O	5.578	-4.156	30.264	-0.519	-0.352	-0.416
O	12.193	0.626	25.917	0.264	-0.303	-0.645
O	13.799	6.697	28.999	-0.185	-0.387	-0.1
O	2.731	5.574	22.141	0.024	-0.077	0.193
O	11.068	9.778	25.832	0.047	-0.136	-0.734
O	12.25	2.321	31.619	-0.453	0.279	0.186
O	3.323	-6.319	30.13	0.483	-0.128	-0.001
O	4.507	-3.888	23.083	-0.279	0.092	0.298
O	6.602	-4.88	24.351	0.501	0.165	0.324
O	10.927	2.885	25.594	-0.133	0.14	0.113
O	6.353	1.806	26.405	-0.219	0.005	0.13
O	8.299	3.107	25.392	-0.047	-0.173	-0.066

Results
total energy: -101651.313 eV
total energy less fixed offsets of O -438.35, Si -107.03 eV per atom: 1.887 eV
